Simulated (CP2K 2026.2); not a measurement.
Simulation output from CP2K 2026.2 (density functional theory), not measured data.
Periodic cell of 565 atoms, Si324O219N22, from a study of silicon, its oxide and their interface. The atomic structure is a simulated model.
Doubt: the forces sum to 1.90 eV/angstrom along one axis rather than to zero, so they err by at least 0.0034 eV/angstrom per atom on average; the grid cutoff is modest.

Settings
functional: PBE
method: Gaussian and plane waves
basis set: DZVP-MOLOPT-SR-GTH
pseudopotentials: GTH-PBE
grid cutoff: 350 Ry, relative cutoff 50 Ry
k points: Gamma only
occupations: fixed
spin: none
net charge: 0

Cell vectors (angstrom)
a	16.3356	0	0
b	0	16.3356	0
c	5.5264	2.5828	34.8339

Atoms: element, x, y, z (angstrom)
Si	0.895	15.267	0.084
Si	9.298	3.827	34.76
Si	0.745	4.526	0.085
Si	3.577	7.25	0.334
Si	1.469	9.49	0.415
Si	4.704	11.408	0.19
Si	12.758	16.985	34.654
Si	9.468	1.568	0.026
Si	12.641	6.424	34.649
Si	14.483	9.608	34.747
Si	6.974	9.379	0.481
Si	15.209	15.022	34.687
Si	17.338	18.31	34.63
Si	15.086	1.34	0.178
Si	12.114	4.406	0.642
Si	14.911	6.777	0.386
Si	18.143	11.455	34.473
Si	21.183	14.395	34.598
Si	2.577	16.271	1.401
Si	5.325	2.722	1.026
Si	2.463	5.528	1.421
Si	5.35	8.154	1.639
Si	2.908	10.814	1.64
Si	5.609	13.364	1.229
Si	8.16	16.244	1.121
Si	10.666	2.872	1.581
Si	8.034	5.405	1.37
Si	10.868	8.043	1.086
Si	8.464	10.921	1.372
Si	10.956	13.865	1.167
Si	13.454	0.156	1.333
Si	16.231	2.858	1.511
Si	13.626	5.563	1.898
Si	16.283	8.201	1.596
Si	13.749	10.729	0.911
Si	16.313	13.518	1.326
Si	1.296	1.393	2.752
Si	4.021	4.091	2.549
Si	1.233	6.777	2.933
Si	4.12	9.483	3.073
Si	1.439	12.311	2.744
Si	4.12	14.843	2.551
Si	6.711	1.322	2.455
Si	9.34	4.193	2.888
Si	6.71	6.696	2.812
Si	9.714	9.454	2.651
Si	6.958	12.183	2.739
Si	9.522	15.019	2.64
Si	12.171	1.477	2.781
Si	14.934	4.053	3.029
Si	12.073	6.933	2.855
Si	14.877	9.639	2.722
Si	12.355	12.254	2.357
Si	14.847	14.94	2.612
Si	16.239	16.318	4.022
Si	2.734	2.728	4.033
Si	16.292	5.429	4.306
Si	2.664	8.107	4.254
Si	16.329	10.95	4.05
Si	2.779	13.644	4.092
Si	5.432	16.295	3.915
Si	8.005	2.656	4.019
Si	5.344	5.342	4.1
Si	8.208	8.136	4.022
Si	5.559	10.917	4.201
Si	8.222	13.641	4.053
Si	10.844	16.362	4.053
Si	13.527	2.694	4.25
Si	10.801	5.485	4.2
Si	13.529	8.287	4.125
Si	11.022	10.922	3.93
Si	13.565	13.556	3.971
Si	17.695	14.97	10.843
Si	4.128	1.34	10.915
Si	17.716	4.168	10.887
Si	4.093	6.75	10.915
Si	17.706	9.521	10.805
Si	4.124	12.29	10.769
Si	6.904	15.075	10.871
Si	9.54	1.29	11.042
Si	6.779	4.029	10.913
Si	9.627	6.8	10.762
Si	6.8	9.504	10.769
Si	9.587	12.261	10.861
Si	12.227	14.969	10.96
Si	14.96	1.396	10.901
Si	12.251	4.009	10.921
Si	15.006	6.809	10.944
Si	12.367	9.61	10.872
Si	14.943	12.257	10.978
Si	2.726	16.3	12.199
Si	5.432	2.685	12.36
Si	2.729	5.443	12.361
Si	5.497	8.143	12.178
Si	2.772	10.881	12.077
Si	5.492	13.708	12.069
Si	8.192	16.291	12.504
Si	10.925	2.662	12.392
Si	8.286	5.416	12.061
Si	11.032	8.159	12.069
Si	8.203	10.823	12.081
Si	10.884	13.566	12.343
Si	13.583	16.382	12.275
Si	16.349	2.821	12.199
Si	13.656	5.347	12.249
Si	16.38	8.242	12.273
Si	13.589	10.927	12.43
Si	16.366	13.634	12.238
Si	17.722	1.434	13.45
Si	3.973	3.965	13.766
Si	17.73	6.897	13.683
Si	4.086	9.513	13.467
Si	17.809	12.253	13.47
Si	4.18	15.014	13.52
Si	6.865	1.456	13.844
Si	9.519	4.126	13.587
Si	6.998	6.788	13.384
Si	9.631	9.453	13.364
Si	6.839	12.277	13.292
Si	9.514	14.757	13.859
Si	12.249	1.284	13.835
Si	15.014	4.036	13.71
Si	12.347	6.83	13.474
Si	15.098	9.648	13.727
Si	12.137	12.227	13.857
Si	14.994	15.014	13.553
Si	16.266	16.583	14.766
Si	2.765	2.301	15.164
Si	16.159	5.704	14.952
Si	2.51	8.586	14.942
Si	16.718	10.897	15.03
Si	3.158	13.289	14.698
Si	5.188	16.591	14.961
Si	7.953	3.216	15.134
Si	5.733	5.263	14.561
Si	8.609	7.892	14.741
Si	5.334	11.115	14.562
Si	8.187	13.055	15.022
Si	11.118	15.932	15.164
Si	13.977	2.367	15.079
Si	10.779	5.69	14.763
Si	13.941	7.927	14.811
Si	10.431	10.878	15.033
Si	13.477	13.89	14.935
Si	10.779	15.427	30.204
Si	9.109	10.886	20.477
Si	16.543	5.016	17.923
Si	12.114	13.15	26.368
Si	7.444	6.289	29.939
Si	14.266	12.501	28.168
Si	11.308	6.905	23.711
Si	9.111	3.348	26.259
Si	13.217	17.811	24.493
Si	9.215	8.433	22.053
Si	10.366	17.748	33.09
Si	7.741	10.345	16.324
Si	19.909	7.523	23.016
Si	16.46	15.551	18.802
Si	17.552	2.19	18.052
Si	8.657	5.856	24.856
Si	10.028	15.338	20.698
Si	5.789	15.556	29.67
Si	12.099	2.989	26.703
Si	18.366	8.634	25.442
Si	8.633	3.884	20.711
Si	9.775	6.016	19.36
Si	5.23	13.351	19.341
Si	12.182	3.926	17.081
Si	17.424	2.317	22.056
Si	12.621	3.162	29.664
Si	19.326	5.853	18.902
Si	9.47	3.507	17.905
Si	18.254	8.802	30.285
Si	6.436	11.911	21.53
Si	18.076	14.935	16.819
Si	4.31	6.955	16.714
Si	15.74	5.774	23.764
Si	15.123	10.725	23.209
Si	15.765	2.992	24.633
Si	18.725	18.08	31.889
Si	13.664	15.258	27.808
Si	8.169	3.265	23.524
Si	16.41	10.51	28.478
Si	20.807	3.819	32.06
Si	9.844	18.264	30.028
Si	16.687	12.681	26.492
Si	13.097	12.665	23.396
Si	12.446	9.567	17.03
Si	19.202	15.207	19.582
Si	19.84	6.429	26.902
Si	13.382	11.926	18.52
Si	20.094	11.048	25.588
Si	15.639	13.038	17.152
Si	12.255	7.97	19.761
Si	10.631	13.053	18.958
Si	13.939	5.515	19.134
Si	17.396	15.528	27.671
Si	13.125	10.449	21.307
Si	15.576	16.348	25.623
Si	12.334	15.623	22.405
Si	4.006	10.555	22.801
Si	18.746	4.004	30.007
Si	19.474	16.269	29.722
Si	4.898	13.598	26.16
Si	5.74	7.079	25.045
Si	11.424	12.425	29.22
Si	8.756	11.158	23.216
Si	6.784	14.959	17.134
Si	13.589	8.023	32.315
Si	11.923	9.881	30.756
Si	4.809	17.166	21.252
Si	17.214	13.611	32.443
Si	19	5.781	33.339
Si	16.72	6.292	29.124
Si	20.382	14.264	31.728
Si	13.025	4.305	24.187
Si	7.191	5.117	32.669
Si	4.723	7.63	29.29
Si	5.055	7.848	19.283
Si	17.841	11.28	24.043
Si	14.405	16.572	20.379
Si	16.995	15.747	21.677
Si	5.627	9.474	26.977
Si	9.431	8.537	30.36
Si	7.054	13.566	23.831
Si	6.157	16.074	32.474
Si	7.37	6.491	20.687
Si	15.31	3.005	19.775
Si	5.267	16.531	26.718
Si	16.04	13.683	23.843
Si	18.47	8.643	33.261
Si	9.172	12.902	25.556
Si	14.445	5.336	30.861
Si	6.979	11.968	27.529
Si	20.733	2.324	28.467
Si	7.244	15.834	21.923
Si	10.788	8.459	32.897
Si	6.409	10.64	19.044
Si	8.938	15.114	32.657
Si	7.388	3.406	28.664
Si	18.383	4.979	22.619
Si	14.006	8.151	24.546
Si	8.483	11.454	30.091
Si	6.818	13.541	31.338
Si	15.805	8.011	26.837
Si	13.315	16.663	30.334
Si	3.237	3.214	20.3
Si	16.807	3.967	32.337
Si	9.632	15.608	17.84
Si	15.521	14.782	30.001
Si	17.762	4.801	25.487
Si	6.23	17.548	23.857
Si	1.347	15.014	5.399
Si	4.095	1.327	5.359
Si	1.4	4.045	5.503
Si	4.066	6.731	5.511
Si	1.303	9.566	5.465
Si	4.118	12.279	5.475
Si	6.81	14.998	5.362
Si	9.457	1.366	5.394
Si	6.721	4.004	5.45
Si	9.474	6.832	5.536
Si	6.903	9.499	5.468
Si	9.616	12.254	5.343
Si	12.221	14.949	5.36
Si	14.937	1.301	5.499
Si	12.182	4.106	5.533
Si	14.898	6.872	5.492
Si	12.251	9.64	5.495
Si	14.966	12.297	5.407
Si	2.716	16.365	6.773
Si	5.411	2.66	6.816
Si	2.725	5.393	6.879
Si	5.48	8.13	6.789
Si	2.711	10.902	6.8
Si	5.478	13.663	6.787
Si	8.153	16.328	6.773
Si	10.814	2.689	6.817
Si	8.117	5.379	6.816
Si	10.897	8.209	6.827
Si	8.265	10.912	6.768
Si	10.911	13.616	6.77
Si	13.564	16.268	6.812
Si	16.335	2.688	6.828
Si	13.59	5.471	6.842
Si	16.307	8.207	6.827
Si	13.645	10.951	6.83
Si	16.324	13.648	6.777
Si	1.373	1.365	8.202
Si	4.082	4.026	8.204
Si	1.354	6.816	8.146
Si	4.095	9.51	8.123
Si	1.334	12.272	8.145
Si	4.102	15.012	8.139
Si	6.828	1.35	8.157
Si	9.489	4.029	8.209
Si	6.793	6.755	8.176
Si	9.573	9.569	8.186
Si	6.872	12.291	8.113
Si	9.545	14.981	8.127
Si	12.205	1.321	8.169
Si	14.972	4.09	8.173
Si	12.267	6.833	8.194
Si	14.978	9.562	8.186
Si	12.286	12.312	8.167
Si	14.959	14.967	8.193
Si	16.317	16.35	9.538
Si	2.731	2.716	9.595
Si	16.34	5.486	9.521
Si	2.749	8.131	9.509
Si	16.308	10.927	9.548
Si	2.719	13.638	9.46
Si	5.478	16.362	9.515
Si	8.165	2.644	9.612
Si	5.44	5.391	9.547
Si	8.196	8.144	9.462
Si	5.48	10.908	9.422
Si	8.22	13.644	9.52
Si	10.86	16.308	9.578
Si	13.594	2.698	9.502
Si	10.938	5.383	9.488
Si	13.664	8.181	9.554
Si	10.965	10.93	9.517
Si	13.612	13.628	9.595
N	16.695	14.316	17.622
O	12.374	14.945	15.523
O	10.502	2.974	26.975
O	17.777	9.719	15.464
O	6.763	14.266	29.862
O	14.994	6.792	15.345
O	13.465	6.884	19.851
O	16.823	2.692	23.473
O	6.226	10.55	15.798
O	18.255	2.457	16.587
N	14.939	17.815	24.878
O	6.746	4.295	15.421
O	5.981	14.433	18.418
O	10.646	13.877	20.355
O	4.689	10.714	24.283
O	16.47	6.744	27.592
O	20.324	6.454	28.438
O	3.259	8.109	16.313
N	7.391	11.041	20.407
N	8.88	11.528	15.636
O	5.408	11.875	18.685
O	13.951	15.956	34.128
O	8.705	9.521	23.174
O	12.048	15.971	31.062
N	16.32	3.283	33.895
O	16.851	5.148	16.335
O	8.175	8.816	16.016
O	13.089	3.218	0.065
O	17.412	12.114	33.114
O	16.364	13.813	31.033
O	18.8	13.972	32.096
O	14.665	10.217	21.74
O	11.937	17.389	33.293
O	13.201	8.485	16.137
O	15.165	1.275	15.481
O	16.791	8.54	25.683
O	7.551	10.403	17.927
O	5.434	7.466	17.754
O	12.7	14.623	26.686
O	12.638	14.077	22.758
O	19.407	7.317	32.944
O	9.843	8.825	34.12
N	17.093	12.662	24.804
O	9.701	6.805	15.328
O	14.199	6.641	31.766
O	8.58	9.912	30.573
O	8.524	7.463	29.528
O	8.725	3.05	19.296
O	12.79	2.783	23.607
O	6.088	16.915	25.354
O	11.468	12.999	34.566
O	9.604	11.567	21.882
O	8.61	3.001	16.626
O	14.298	1.721	19.731
O	13.828	5.263	34.271
O	18.992	11.496	22.893
O	18.708	4.606	24.176
O	6.15	16.579	30.915
O	5.894	7.037	20.393
O	11.017	3.001	29.717
O	19.195	7.917	26.654
O	16.813	17.076	18.241
O	15.246	5.859	29.574
O	6.841	10.512	26.831
O	13.121	4.543	30.357
O	13.393	10.839	34.478
O	15.206	5.872	18.205
N	14.76	4.378	24.123
N	20.508	15.002	30.167
O	5.047	7.117	23.581
O	8.294	4.42	33.615
O	6.553	14.665	22.79
O	18.539	16.761	30.949
O	14.386	7.775	26.09
O	20.067	4.578	30.804
O	11.089	10.066	16.304
O	8.669	2.912	22.007
O	17.045	16.45	26.352
O	18.712	2.373	19.193
O	9.825	7.803	31.758
O	15.66	9.197	27.922
O	17.728	5.059	29.362
O	17.61	10.063	29.473
O	8.349	6.786	19.428
O	6.022	16.133	28.141
O	4.466	15.143	26.377
N	18.62	10.307	25.216
O	4.299	10.384	26.935
O	20.52	17.477	29.522
O	16.8	5.475	22.545
O	7.273	11.62	29.053
O	8.211	12.673	26.809
O	9.383	16.491	33.426
O	16.367	11.798	16.368
O	5.986	13.162	34.473
O	5.244	13.098	31.639
O	3.71	9.006	22.346
O	17.459	15.985	15.748
O	18.804	7.736	24.175
O	5.888	13.469	24.914
O	17.269	7.999	34.192
O	13.032	16.084	21.023
O	21.712	2.743	34.655
O	12.138	5.487	23.467
O	7.323	4.865	20.867
O	13.35	18.272	30.461
O	13.378	10.857	17.301
O	9.681	5.133	17.998
O	5.77	15.876	16.294
N	21.032	15.244	33.036
N	19.197	10.014	34.103
O	19.03	15.6	17.981
O	8.027	7.331	21.919
O	17.863	17.071	22.143
O	6.632	2.797	23.836
O	19.848	8.463	30.027
O	8.399	2.559	29.629
O	18.817	15.998	28.271
O	20.289	18.59	32.025
O	7.299	13.714	16.232
O	12.593	12.562	24.939
N	7.292	12.08	23.002
O	13.103	11.282	19.952
O	3.709	16.195	20.56
O	15.042	12.656	26.705
O	12.745	4.888	18.248
O	15.156	11.429	29.028
O	13.37	3.004	16.469
O	14.685	16.096	26.921
O	16.5	15.633	29.024
O	21.507	8.281	34.552
O	7.953	12.381	31.33
N	18.632	3.51	21.714
O	12.424	9.012	21.012
O	19.328	6.249	22.167
O	9.409	11.582	24.633
O	5.81	3.038	28.803
O	3.98	1.242	15.475
O	10.466	16.299	16.633
O	11.592	4.887	15.925
O	16.907	14.436	22.659
O	15.493	16.36	21.566
O	12.497	4.24	25.736
O	11.263	9.89	32.248
O	2.578	13.785	16.127
O	5.06	6.457	15.423
O	4.257	12.181	15.168
O	12.794	16.49	23.685
O	6.253	16.538	20.85
O	3.508	5.718	17.373
O	16.289	2.564	20.959
O	13.246	8.962	31.013
O	7.846	2.932	27.174
O	14.835	7.108	23.579
O	9.458	9.293	20.674
O	19.953	12.653	25.82
O	15.379	4.308	31.674
O	8.35	4.875	23.603
O	10.018	6.706	24.677
O	9.925	11.611	19.264
O	17.724	5.673	18.845
O	11.001	2.978	17.689
O	9.826	13.978	17.885
O	12.192	8.884	18.447
O	10.782	15.879	22.022
O	14.418	13.485	16.187
O	4.435	17.909	27.018
O	4.54	2.314	20.667
O	16.798	3.513	25.817
O	18.113	17.667	33.326
O	6.681	17.278	33.402
O	8.054	15.857	17.584
O	6.078	4.052	32.097
O	9.059	2.681	24.769
O	7.541	16.911	23.107
O	12.416	7.914	24.332
O	17.166	11.383	27.332
O	19.412	3.23	28.725
O	12.193	11.413	30.277
O	4.91	17.27	22.905
O	3.688	4.652	19.729
O	14.358	9.715	24.255
N	14.819	12.475	23.378
O	7.913	5.711	31.366
O	14.861	12.574	18.503
N	20.183	4.569	33.441
O	10.097	16.183	19.297
O	16.287	14.448	33.535
O	7.494	5.021	28.907
O	10.531	13.38	26.228
O	5.929	6.909	30.124
O	6.57	6.363	33.496
O	16.701	5.957	25.065
N	17.553	15.258	20.127
O	10.162	16.758	29.419
O	11.269	14.055	29.442
O	9.473	13.955	33.599
O	5.982	13.284	20.774
O	4.804	6.128	25.976
O	17.354	7.513	29.948
O	9.875	4.941	20.601
O	14.9	15.557	19.216
O	8.049	10.961	34.522
O	18.74	5.269	26.672
N	17.854	3.078	31.238
O	8.969	4.951	26.148
O	12.948	3.134	28.072
N	7.296	14.8	32.436
O	8.485	15.245	21.121
O	14.454	4.34	20.141
O	10.939	7.061	19.604
O	10.876	9.073	29.762
O	14.677	15.926	30.815
O	9.906	18.154	31.625
O	12.999	16.366	28.761
O	9.639	14.973	31.221
O	5.681	12.937	27.421
O	3.506	7.314	19.453
O	5.405	9.412	19.392
O	10.209	2.683	34.053
O	12.114	12.915	18.327
O	5.567	8.636	28.338
O	5.026	11.137	21.724
O	17.654	5.366	32.515
N	14.392	14.06	28.884
O	15.478	14.983	24.696
O	16.694	10.441	23.302
N	12.525	12.256	27.825
O	14.618	8.846	33.283
O	10.587	7.627	22.434
O	9.87	11.908	29.343
O	17.992	9.189	31.831
O	12.52	11.388	22.521
O	3.68	13.792	19.564
O	8.453	13.976	24.567
O	7.297	6.69	25.049
N	16.299	3.358	18.378
O	17.347	13.99	27.178
O	5.685	8.543	25.686
O	12.442	17.943	25.914
N	12.2	7.516	33.276

Results
total energy: -136647.430 eV
total energy less fixed offsets of N -271.95, O -438.35, Si -107.03 eV per atom: 11.840 eV

Forces (eV/angstrom) on atoms 67 to 418 of the 565, counted in the order above; the others are left out for length: element, x, y, z
Si	-0.004	-0.019	0.011
Si	-0.005	-0.028	0.04
Si	0.032	-0.055	0.023
Si	0.003	-0.026	0.014
Si	-0.004	0.051	0.003
Si	0.001	-0.018	-0.005
Si	0.007	0.001	-0.028
Si	0.009	0.012	0.008
Si	0.034	0.008	0.001
Si	-0.031	-0.015	-0.007
Si	0.01	-0.009	0.013
Si	-0.019	-0.012	-0.02
Si	0.011	0.008	0.009
Si	-0.011	0	0.011
Si	-0.019	0.037	0.035
Si	-0.022	-0.002	-0.019
Si	-0.01	-0.003	0.001
Si	-0.002	-0.002	-0.001
Si	0.03	-0.023	-0.02
Si	0.023	0.019	-0.002
Si	-0.02	0.015	-0.021
Si	-0.004	0.027	0.007
Si	0.022	0.009	0.004
Si	-0.015	-0.023	0.013
Si	0.028	0.032	-0.014
Si	0.006	0.026	-0.01
Si	-0.002	-0.011	0.019
Si	0.036	0.026	-0.005
Si	0.018	-0.007	-0.021
Si	-0.014	0	-0.018
Si	-0.047	-0.052	-0.002
Si	0.024	0.014	-0.008
Si	-0.014	-0.022	-0.037
Si	0.015	-0.02	-0.033
Si	0.035	0.019	-0.003
Si	0.026	0.014	0.003
Si	-0.033	0.003	-0.022
Si	-0.04	0.036	-0.037
Si	0.029	-0.003	-0.019
Si	-0.009	-0.017	-0.03
Si	-0.025	-0.029	-0.002
Si	-0.009	-0.002	-0.003
Si	0.001	-0.009	0.028
Si	0.007	-0.031	0.041
Si	0.012	0.039	0.044
Si	-0.038	0.016	0.053
Si	0.017	-0.023	0.038
Si	-0.006	-0.002	0.024
Si	-0.02	0.04	0.054
Si	-0.004	-0.018	0.051
Si	0.028	0.006	0.041
Si	0.026	0.05	0.006
Si	0.044	0.028	-0.003
Si	0.032	-0.041	0.026
Si	0.01	-0.041	0.026
Si	-0.004	-0.003	0.012
Si	0.02	0.02	0.039
Si	0.022	-0.009	0.06
Si	-0.044	0.013	0.041
Si	-0.017	-0.031	0.02
Si	-0.113	-0.156	-0.531
Si	-0.082	0.383	-0.551
Si	0.169	-0.167	-0.577
Si	0.078	-0.26	-0.718
Si	-0.275	0.083	-0.654
Si	-0.144	0.227	-0.797
Si	0.285	-0.069	-0.712
Si	0.167	-0.289	-0.674
Si	-0.074	-0.192	-0.615
Si	-0.236	-0.001	-0.645
Si	0.054	-0.213	-0.665
Si	0.295	0.112	-0.575
Si	-0.257	0.195	-0.623
Si	-0.15	0.131	-0.636
Si	0.092	-0.046	-0.594
Si	-0.059	0.187	-0.71
Si	0.137	0.281	-0.554
Si	-0.018	-0.266	-0.738
Si	-0.042	0.041	-0.202
Si	-0.139	0.092	-0.043
Si	0.036	-0.189	0.018
Si	0.162	-0.329	0.134
Si	-0.067	0.066	-0.112
Si	-0.122	-0.099	0.024
Si	-0.021	-0.166	0.009
Si	0	-0.043	-0.153
Si	0.157	0.117	-0.027
Si	-0.05	0.186	0.027
Si	-0.027	-0.102	-0.057
Si	0.243	0.233	-0.159
Si	-0.032	0.036	-0.045
Si	0.104	-0.115	0.001
Si	-0.05	-0.001	-0.154
Si	-0.032	-0.063	-0.064
Si	0.093	0.067	-0.117
Si	-0.141	-0.009	-0.086
Si	-0.009	0.058	-0.1
Si	0.181	0.159	-0.02
Si	-0.013	-0.017	-0.04
Si	0.01	-0.142	-0.08
Si	-0.056	-0.082	0.006
Si	-0.013	-0.105	-0.049
Si	0.233	-0.037	-0.002
Si	0.003	-0.026	-0.006
Si	-0.031	0.107	0.062
Si	-0.088	0.081	0.092
Si	0.18	-0.033	-0.203
Si	0.234	-0.007	0.188
Si	-0.147	-0.072	0.112
Si	-0.024	0.075	0.129
Si	-0.103	-0.051	-0.074
Si	0.002	0.211	0.115
Si	-0.353	0.002	0.14
Si	-0.059	0.184	-0.006
Si	0.006	-0.298	0.195
Si	0	0.038	0.037
Si	0.001	0.006	0.003
Si	-0.004	-0.031	-0.025
Si	-0.087	-0.173	-0.193
Si	-0.066	-0.068	-0.243
Si	0.142	0.043	-0.046
Si	-0.108	0.017	-0.069
Si	-0.096	-0.009	0.056
Si	0.017	0.114	-0.193
Si	0.047	-0.009	0.009
Si	0.011	-0.031	-0.066
Si	0.25	0.053	0.017
Si	0.082	0.08	0.014
Si	-0.067	-0.057	-0.057
Si	-0.078	0.016	0.047
Si	-0.089	0.031	-0.03
Si	0.002	-0.028	0.047
Si	0.113	0.236	-0.32
Si	0.053	-0.006	0.053
Si	-0.088	-0.117	0.143
Si	-0.131	-0.196	0.239
Si	-0.215	-0.198	0.1
Si	-0.086	0.166	0.079
Si	0.012	-0.138	-0.067
Si	-0.018	0.046	-0.174
Si	-0.184	-0.044	-0.009
Si	0.095	-0.136	-0.057
Si	-0.198	0.058	0.078
Si	-0.017	0.003	-0.105
Si	0.011	-0.032	0.151
Si	-0.005	-0.035	0.033
Si	0.199	-0.231	-0.183
Si	-0.041	0.083	-0.026
Si	0.033	0.072	-0.108
Si	0.153	0.15	-0.089
Si	-0.129	-0.015	0.045
Si	-0.049	0.051	0.042
Si	-0.04	0.072	-0.03
Si	-0.008	0.127	0.202
Si	0	0.076	0.037
Si	0.126	-0.143	-0.035
Si	0.05	-0.163	0.087
Si	0.024	-0.063	-0.091
Si	0.154	-0.124	0.004
Si	-0.215	-0.209	0.01
Si	0.06	-0.038	0.014
Si	0.099	0.103	-0.213
Si	0.027	-0.002	-0.021
Si	-0.018	-0.104	0.036
Si	0.116	0.076	0.148
Si	-0.041	-0.035	-0.132
Si	-0.042	0.038	-0.015
Si	-0.103	0.034	-0.083
Si	0.052	0.192	-0.222
Si	0.137	0.086	-0.059
Si	0.275	-0.168	0.003
Si	0.101	-0.082	0.023
Si	-0.131	0.226	-0.111
Si	0.063	0.079	0.015
Si	0.035	0.009	-0.089
Si	0.134	-0.025	-0.01
Si	0.25	0.004	-0.07
Si	-0.119	0.087	0.063
Si	0.008	-0.087	0.081
Si	0.115	-0.04	-0.047
Si	-0.189	0.109	0.116
Si	0.2	-0.374	0.131
Si	0.126	-0.123	0.045
Si	-0.025	-0.311	0.001
Si	-0.012	-0.084	-0.041
Si	-0.175	0.021	0.122
Si	0.012	-0.007	-0.003
Si	0.014	0.022	-0.005
Si	0.004	-0.025	0.007
Si	-0.01	-0.016	0.024
Si	0.005	-0.006	-0.014
Si	0.024	0.009	0.029
Si	-0.007	-0.005	-0.008
Si	0.007	0.001	-0.001
Si	-0.005	-0.005	0.01
Si	0.011	0.016	-0.017
Si	-0.02	-0.021	0.017
Si	0.002	-0.027	0.01
Si	0.015	0.004	-0.01
Si	-0.006	-0.01	0.028
Si	-0.012	0.06	0.032
Si	-0.041	0	-0.033
Si	0.02	0.023	-0.026
Si	0.019	-0.005	0.001
Si	0.002	0.013	0.016
Si	0.01	0.012	0.002
Si	0.026	-0.003	0.008
Si	0.002	-0.002	0.005
Si	-0.001	-0.032	-0.002
Si	-0.014	0.002	0.003
Si	-0.004	0.012	-0.004
Si	0.006	-0.009	0.006
Si	-0.022	-0.022	-0.018
Si	-0.015	0.009	0.003
Si	0.019	0.008	0.006
Si	0.001	-0.004	-0.015
Si	0.008	-0.02	0.011
Si	0.013	0.014	0.01
Si	0.01	0.018	0.007
Si	0.009	0.024	-0.011
Si	0.013	0.001	0.005
Si	-0.012	0.001	0.002
Si	0.018	0.012	-0.006
Si	-0.012	-0.005	0.007
Si	-0.004	-0.009	-0.011
Si	-0.004	-0.015	-0.005
Si	-0.015	0.002	-0.009
Si	0.016	0.006	-0.016
Si	-0.015	0	0.004
Si	0.006	0.014	0.008
Si	-0.02	0.003	-0.014
Si	0.006	0.005	-0.002
Si	0	0.011	-0.025
Si	-0.014	-0.015	-0.009
Si	-0.024	-0.012	-0.019
Si	-0.005	0.052	-0.01
Si	0.022	-0.011	0
Si	0	-0.018	0.004
Si	0.021	-0.009	-0.006
Si	0.003	0	-0.011
Si	-0.03	-0.012	-0.006
Si	0.001	0.031	0.012
Si	0.007	-0.012	0.002
Si	0.021	0.004	-0.002
Si	-0.006	-0.018	0.006
Si	0.011	0.007	-0.026
Si	-0.02	-0.002	-0.009
Si	-0.011	-0.011	0.027
Si	0.012	-0.005	-0.019
Si	0.005	-0.018	-0.017
Si	-0.009	-0.001	-0.02
Si	0.001	-0.004	-0.001
Si	0.025	0.003	-0.001
Si	0.015	0.009	-0.013
Si	0.004	0.032	-0.022
Si	-0.007	-0.016	-0.013
Si	0.003	-0.014	-0.008
Si	-0.006	-0.002	0
N	-0.086	-0.032	-0.041
O	0.105	-0.041	0.188
O	-0.123	-0.29	0.611
O	-0.046	0.068	0.462
O	0.499	0.028	-0.402
O	0.05	-0.068	0.218
O	0.164	0.167	0.372
O	0.32	-0.183	0.119
O	-0.138	-0.309	0.198
O	-0.076	0.122	0.128
N	-0.045	-0.067	0.095
O	-0.033	-0.011	0.317
O	-0.029	0.351	0.119
O	0.123	-0.328	0.692
O	0.803	0.185	0.16
O	0.005	-0.513	-0.064
O	0.004	-0.565	0.338
O	-0.034	0.212	0.173
N	0.031	-0.105	-0.034
N	-0.046	0.022	0.138
O	-0.276	-0.193	-0.407
O	-0.237	0.183	-0.251
O	-0.362	-0.018	0.282
O	0.121	0.006	0.748
N	0.003	-0.046	-0.11
O	0.466	-0.279	0.004
O	-0.238	-0.056	0.542
O	0.451	-0.483	0.554
O	-0.148	-0.151	-0.412
O	-0.059	-0.332	-0.262
O	0.077	-0.108	0.119
O	0.531	-0.418	-0.257
O	0.179	-0.067	-0.494
O	-0.101	-0.032	0.036
O	-0.112	-0.029	0.494
O	-0.282	0.23	-0.326
O	0.193	0.093	0.271
O	0.806	-0.172	-0.121
O	-0.157	0.399	-0.347
O	-0.16	0.078	-0.315
O	0.647	0.007	-0.555
O	-0.057	-0.314	0.342
N	0.2	0.045	0.036
O	-0.079	0.106	0.396
O	0.299	-0.147	0.286
O	-0.16	0.122	0.204
O	-0.144	0.053	-0.549
O	-0.217	-0.547	0.025
O	-0.414	-0.177	-0.616
O	0.076	0.1	-0.045
O	-0.097	0.199	-0.343
O	0.336	0.512	-0.218
O	-0.201	-0.082	0.275
O	-0.599	0.07	-0.108
O	0.102	-0.084	-0.27
O	-0.09	0.323	-0.295
O	0.686	-0.306	0.177
O	0.329	0.666	-0.079
O	-0.458	-0.105	0.22
O	-0.244	0.37	-0.272
O	0.135	0.549	0.275
O	-0.091	0.113	-0.24
O	-0.312	-0.061	-0.226
O	0.341	-0.28	-0.454
O	-0.257	0.235	0.19
O	-0.157	-0.097	-0.222
O	0.187	0.336	-0.309
N	-0.095	-0.051	-0.023
N	-0.137	-0.2	-0.257
O	0.196	-0.25	-0.18
O	0.168	0.242	-0.087
O	-0.562	-0.036	0.051
O	-0.545	-0.284	0.049
O	-0.449	-0.126	0.398
O	0.17	0.582	0.05
O	-0.203	-0.294	-0.03
O	0.387	-0.544	0.014
O	0.356	0.273	-0.093
O	0.052	-0.435	-0.031
O	-0.415	-0.625	0.325
O	-0.439	0.039	0.433
O	0.167	-0.002	-0.367
O	0.218	0.428	0.003
O	-0.076	0.678	-0.664
O	0.221	-0.138	-0.042
O	-0.727	0.004	0.047
N	-0.111	0.042	0.202
O	-0.467	0.176	0.51
O	0.216	0.018	0.445
O	-0.308	0.225	-0.398
O	-0.557	-0.22	0.356
O	0.164	0.297	0.343
O	-0.139	0.245	0.666
O	0.319	-0.159	0.326
